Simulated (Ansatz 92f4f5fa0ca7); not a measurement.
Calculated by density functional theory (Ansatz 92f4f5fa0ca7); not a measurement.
Periodic cell of 224 atoms, Si128O64H32, with a vacuum gap, from a study of silicon, its oxide and their interface. The atomic structure is a simulated model.

Settings: functional r2SCAN; potential files Ansatz PAW; basis plane waves; wave-function cutoff 800 eV; density cutoff ratio 5; exchange-correlation grid ratio 1; k mesh 1 x 1 x 1, shifted by 0.5 0.5 0 of a step; self-consistency stop 1e-11 eV per atom in the density residual; occupations fixed; spin none; net charge 0; applied field sawtooth along c, amplitude +0.015 V/angstrom in the program's sign convention, ramp centred at 0.9876 of c and 0.0248 of c wide, no dipole correction.

Cell vectors (angstrom)
a	10.888	0	0
b	0	10.888	0
c	0	0	40.3212

Atoms and the computed forces on them: element, x, y, z (angstrom), force x, y, z (eV/angstrom)
Si	-0.1614	0.0909	25.4776	0	0.002	0.0237
Si	3.0452	2.4383	25.3718	0.0011	-0.0003	0.0215
Si	-0.2528	5.7271	25.2933	0.0012	0	0.0274
Si	3.0079	7.9585	25.1816	0.0009	-0.0031	0.0228
Si	5.2874	0.2504	25.2322	-0.0009	0.0041	0.0295
Si	8.5419	2.4039	25.3192	-0.0012	-0.0031	0.0322
Si	5.1762	5.6486	25.2993	-0.0019	0.0008	0.0315
Si	8.3005	7.8346	25.2476	0.0017	-0.0032	0.0261
Si	1.4198	1.3281	26.6655	-0.0036	-0.0014	-0.009
Si	4.1012	4.0667	26.6661	0.0017	0.0012	-0.0085
Si	1.377	6.8583	26.5441	-0.0008	-0.0011	-0.0004
Si	4.1514	9.516	26.5365	-0.0007	-0.0025	0.0013
Si	6.8173	1.4028	26.5767	-0.0012	0.0012	-0.0077
Si	9.5764	4.077	26.6097	0.0005	-0.0024	-0.004
Si	6.7885	6.7297	26.6342	0	-0.0019	-0.0015
Si	9.469	9.4093	26.6226	0.0028	0.0054	-0.0015
Si	0.0683	2.7449	27.9856	0.0054	0.0012	-0.0162
Si	2.7667	-0.0668	27.9679	0	0.0006	-0.0155
Si	0.0188	8.1472	27.9776	0.0015	-0.0017	-0.0145
Si	2.683	5.4396	27.9459	-0.0041	-0.0055	-0.012
Si	5.5022	2.746	28.0017	0.0004	-0.0001	-0.0135
Si	8.1393	-0.0309	27.9394	-0.0038	-0.0032	-0.0096
Si	5.4866	8.1798	27.9529	0.0047	0.0022	-0.0126
Si	8.1567	5.3712	27.9827	-0.0021	-0.0004	-0.0167
Si	1.3775	4.0983	29.3661	-0.0014	0.0023	-0.0023
Si	4.1113	1.3404	29.3046	0.0057	0.0036	0.0048
Si	1.3692	9.5134	29.3316	0.0014	0.0021	0.008
Si	4.0846	6.8099	29.2764	-0.0013	-0.0056	0.0068
Si	6.8312	4.065	29.3878	-0.0013	-0.0021	-0.0034
Si	9.539	1.3481	29.2733	-0.0004	0.0046	0.006
Si	6.8076	9.5291	29.344	0.0001	0.0036	0.0045
Si	9.5401	6.7642	29.3062	-0.0024	-0.0069	0.0074
Si	0.0055	0.0048	30.6619	0.0022	-0.0016	0.0235
Si	2.7463	2.7071	30.6768	-0.008	-0.0008	0.0145
Si	-0.0045	5.4368	30.7074	0.0155	-0.0075	0.0165
Si	2.7263	8.148	30.6693	0.0022	-0.0059	0.0213
Si	5.4404	-0.0103	30.6964	0.0011	-0.0013	0.0138
Si	8.1945	2.6866	30.6905	-0.0074	0.0041	0.0173
Si	5.4422	5.458	30.6714	0.0092	-0.0047	0.0191
Si	8.1833	8.1489	30.6644	-0.0063	-0.0003	0.0178
Si	1.3546	1.3622	32.0351	0.0322	0.0229	0.1808
Si	4.0944	4.0854	32.0283	-0.0114	-0.0101	0.1748
Si	1.3685	6.8085	32.0411	-0.0381	-0.0313	0.1738
Si	4.0645	9.5161	32.0398	0.0292	0.0284	0.1857
Si	6.8038	1.3526	32.0396	-0.002	-0.0016	0.1765
Si	9.5274	4.0692	32.0508	-0.0082	0.0055	0.1856
Si	6.8079	6.8086	32.0376	-0.0017	-0.0014	0.1828
Si	9.5326	9.5242	32.0178	-0.0006	0.0007	0.1752
Si	-0.0049	2.7218	33.4046	0.0486	-0.0103	0.3164
Si	2.7055	-0.0057	33.3973	0.0119	0.0361	0.2521
Si	0.0049	8.178	33.3849	0.0083	-0.0437	0.2993
Si	2.7297	5.4411	33.384	-0.0525	-0.0324	0.3189
Si	5.4491	2.7307	33.3912	0.022	-0.0262	0.2801
Si	8.157	-0.0144	33.3754	0.0043	0.027	0.3485
Si	5.429	8.1592	33.3924	0.0726	0.0362	0.2894
Si	8.1623	5.4347	33.4003	-0.0222	0.0273	0.2424
Si	1.3644	4.098	6.9202	0.0266	0.0504	-0.3513
Si	4.0622	1.3814	6.9178	0.004	-0.0005	-0.2873
Si	1.3383	9.5351	6.9524	-0.0142	-0.0368	-0.1975
Si	4.0878	6.783	6.9463	-0.0425	0.0035	-0.1865
Si	6.7994	4.0807	6.9532	-0.0243	-0.0281	-0.2049
Si	9.4837	1.3665	6.9194	-0.0464	-0.0373	-0.3151
Si	6.7746	9.541	6.913	-0.019	-0.0157	-0.349
Si	9.5404	6.8078	6.9178	0.0139	0.0415	-0.2912
Si	-0.0412	0.0459	8.2772	0.0188	-0.0063	-0.1815
Si	2.7132	2.7518	8.2838	0.0049	0.0074	-0.1833
Si	0.0141	5.4452	8.2893	-0.0093	-0.0086	-0.1876
Si	2.7026	8.1369	8.2826	0.003	0.0045	-0.1701
Si	5.421	0.0321	8.2743	-0.0084	-0.012	-0.1922
Si	8.1262	2.6996	8.3226	0.0005	0.0044	-0.1666
Si	5.4494	5.4267	8.3342	-0.0048	0.0035	-0.1691
Si	8.1437	8.1693	8.229	-0.0001	-0.004	-0.1839
Si	1.2968	1.4516	9.6241	-0.0058	-0.0018	-0.0185
Si	4.081	4.0512	9.7	-0.0076	0.0028	-0.0257
Si	1.3805	6.7697	9.6888	0.003	0.0082	-0.0287
Si	4.049	9.5462	9.5789	-0.0077	-0.0015	-0.0106
Si	6.7238	1.3782	9.7182	0.0068	0.0016	-0.0301
Si	9.5338	4.0666	9.6164	-0.003	-0.0003	-0.0177
Si	6.8496	6.8119	9.6365	-0.0006	0.0017	-0.0155
Si	9.4461	9.5647	9.5726	-0.0039	0.0036	-0.0175
Si	-0.0251	2.8022	11.0817	-0.0005	0.0014	-0.0085
Si	2.6389	0.0317	10.8671	0.0042	-0.0078	-0.0063
Si	-0.0853	8.1938	10.8608	-0.0026	0.0048	-0.0101
Si	2.779	5.3997	11.1002	-0.0073	-0.0013	-0.0098
Si	5.3668	2.7096	11.171	-0.0064	-0.0031	-0.0108
Si	8.0911	-0.0188	11.0114	0.0063	-0.0097	-0.0073
Si	5.4572	8.2184	10.9057	-0.0043	0.0036	-0.0091
Si	8.219	5.4118	10.9813	0.0045	0.0019	-0.0084
Si	1.3417	4.1684	12.56	0.0002	-0.0057	0.0062
Si	3.8319	1.3072	12.4062	-0.0037	-0.0011	0.0085
Si	1.234	9.5803	12.1481	0.0026	0.0043	0.0168
Si	4.2139	6.8542	12.3242	0.0031	0.0103	0.0107
Si	6.7977	4.1775	12.4258	0.0081	0.0032	0.0101
Si	9.4279	1.3591	12.3234	0.0003	0.003	0.0088
Si	7.8715	7.7308	13.5867	0.0177	0.0129	0.0068
Si	9.5945	6.8212	12.3056	-0.008	-0.0039	0.0145
Si	-0.0028	0.0698	13.614	-0.0013	-0.0046	0.0079
Si	2.2043	2.3245	13.7701	0.0074	-0.0003	0.0064
Si	0.4761	6.077	13.7099	-0.0076	-0.0031	0.0067
Si	2.6824	8.2593	13.3617	0.0031	0.0002	0.0093
Si	4.4986	-0.2298	14.0626	0.0025	0.0045	0.013
Si	8.2377	2.8367	13.6904	-0.0002	-0.0003	0.0107
Si	6.0365	6.0741	13.6523	-0.0119	-0.0081	0.0175
Si	6.8181	9.4325	12.3945	-0.0006	-0.0117	0.009
Si	1.1757	25.5671	23.304	0.0029	0.0018	0.035
Si	31.8481	-22.9785	18.7682	0.0009	-0.002	0.0434
Si	-2.5991	0.247	20.9858	-0.0006	0.0012	0.034
Si	7.7918	-9.6135	16.2681	0.0028	-0.0007	0.0341
Si	9.002	20.4418	15.804	-0.0013	0.004	0.0402
Si	-2.6712	17.3175	20.8572	-0.0009	-0.0018	0.0326
Si	3.1351	11.4301	21.0305	0.0006	-0.0068	0.0391
Si	-20.2998	-1.1544	23.0442	-0.0007	-0.0026	0.0389
Si	-26.6404	-17.0045	22.423	-0.0014	0.0002	0.0728
Si	-1.3852	-19.1999	22.6111	0.0011	-0.0043	0.0472
Si	9.6571	4.0952	20.0007	0.0027	0.0072	0.041
Si	-12.1787	4.7848	15.6079	-0.0038	-0.0065	0.0342
Si	10.0745	24.4062	17.675	0.0017	-0.0002	0.0411
Si	-6.2136	8.8152	20.6154	0.0002	0.0032	0.0267
Si	16.6653	13.0527	20.8906	0.0018	-0.0018	0.0312
Si	39.3815	5.6293	16.4915	0.0016	0.0055	0.04
Si	27.609	24.6853	17.8902	-0.0051	0.0019	0.0304
Si	17.1462	-14.4757	18.9069	-0.0031	0.0044	0.0389
Si	1.4459	-16.6458	20.5584	0.0027	-0.0033	0.0351
Si	12.4221	0.903	18.4335	-0.0009	-0.0008	0.0397
Si	3.5874	-31.067	16.3081	-0.0027	-0.0017	0.0388
Si	4.1364	-26.6833	20.4391	-0.0006	-0.0018	0.0247
Si	43.4814	-24.8738	21.0617	0.0059	0.0026	0.0312
Si	17.6363	31.2162	22.9633	0.0004	0.0018	0.0437
O	-0.6786	21.0571	14.8872	0.0086	0.0085	-0.0283
O	-12.3055	47.3582	21.5691	0.0004	0.0037	-0.0204
O	-8.4258	14.1471	24.0957	-0.0084	0.0042	-0.0183
O	-1.5665	-9.3385	16.7544	-0.0069	-0.0031	-0.0104
O	-15.7569	-0.3092	23.8707	0.0069	-0.009	-0.0215
O	22.2611	-0.5062	24.1212	0.0097	-0.0058	-0.025
O	2.1849	33.8549	19.8928	-0.0081	0.0014	-0.0302
O	-3.6786	5.7541	21.9201	0.0065	0.0044	-0.0185
O	11.4305	8.9694	21.97	-0.008	-0.0085	-0.0183
O	21.6347	5.8195	15.196	0.0075	0.0035	-0.0209
O	10.0901	-6.8375	16.9363	-0.0013	0.0094	-0.0231
O	40.8638	-27.142	15.8719	0.0035	0.0016	-0.0125
O	10.9885	-8.3061	23.2595	-0.0049	-0.0004	-0.0188
O	22.4644	2.1924	17.9783	-0.0031	0.0016	-0.0113
O	1.6734	4.1881	21.8389	0.0016	0.0075	-0.028
O	7.7641	-32.952	15.9124	0.0008	-0.0028	-0.015
O	15.4357	-10.3202	15.4862	0.0014	-0.0087	-0.0172
O	15.5003	-5.6808	21.7666	-0.0042	0.0063	-0.0183
O	-4.2337	-25.6813	17.3862	0.0034	-0.011	-0.0305
O	19.2681	13.7682	23.749	0.0037	0	-0.0282
O	-5.245	13.8345	19.4849	0.0016	0.0025	-0.0342
O	-3.4756	-2.5458	23.9578	-0.0051	0.0071	-0.0215
O	5.6878	-16.0199	15.2441	-0.0026	0.0027	-0.0368
O	2.8368	13.4722	15.2554	-0.0072	0.0049	-0.0287
O	27.4073	-12.8963	21.9289	-0.0101	-0.004	-0.0267
O	-8.5843	-10.8272	22.3405	0.0096	0.0067	-0.023
O	7.4303	2.1512	14.9501	0.0031	0.0074	-0.0308
O	16.8682	21.0602	13.6182	-0.0025	0.0028	-0.0114
O	-9.8783	-15.1673	21.0069	-0.0006	-0.0023	-0.0072
O	-2.4746	-2.6482	15.0686	-0.0054	-0.0085	-0.0282
O	32.9619	-6.4081	19.6414	-0.0044	-0.0031	-0.0043
O	8.7016	5.3538	19.7373	0.0005	-0.0025	-0.0068
O	14.6557	10.1001	20.3989	0.0008	0.0024	-0.0046
O	-3.3882	-14.2551	19.9165	-0.0046	0.0005	-0.0178
O	26.182	13.5088	17.23	-0.0061	-0.0052	-0.0156
O	20.3141	-7.1334	14.365	-0.0037	-0.0063	-0.0192
O	2.6419	11.5847	17.2728	0.0119	0.0031	-0.0286
O	-8.4244	30.4539	23.8017	-0.0069	0.0075	-0.02
O	3.7472	-3.3818	20.823	0.0031	0.0017	-0.0041
O	20.3652	17.6676	24.7636	-0.0013	0.0008	-0.0056
O	-6.7561	23.1177	24.7952	0.0005	-0.0007	-0.0103
O	17.1791	3.2327	21.9899	-0.0023	-0.0049	-0.0157
O	20.3877	9.2453	17.316	-0.0061	-0.0012	-0.0317
O	3.5089	9.3576	14.292	-0.0024	-0.0023	-0.0058
O	15.2359	12.4482	21.3724	0.0016	0.0004	-0.0089
O	1.0572	1.2015	14.1469	-0.0012	0.0013	-0.0071
O	-1.3588	-20.655	25.0828	0.0001	0.0022	-0.0122
O	-4.4638	-6.5767	17.3629	0.0043	0.0058	-0.0174
O	13.7475	-5.6491	19.7895	0.0028	-0.0008	-0.0037
O	4.0906	-4.1074	24.7601	-0.0003	0.001	-0.0066
O	9.2588	2.8358	19.0724	0.0027	-0.0062	-0.0217
O	7.973	-0.9149	22.0613	0.0057	0.0057	-0.0165
O	-25.8519	1.6903	17.469	0.0058	-0.005	-0.0206
O	22.3148	10.5333	18.5394	0.0016	0.0029	-0.0149
O	-5.5305	-4.8568	19.385	0.0097	0.0037	-0.0175
O	5.4217	-2.2316	19.1718	0.0055	-0.0036	-0.0168
O	8.9827	10.5441	19.6412	0.008	-0.0058	-0.0179
O	1.6459	-14.5953	14.0702	-0.001	-0.001	-0.0096
O	0.4858	-16.6867	23.9821	0.0055	-0.0076	-0.0157
O	-0.3971	8.3587	19.5849	-0.0026	0.0074	-0.0248
O	-1.4511	-14.6296	21.6388	-0.0016	-0.0007	-0.014
O	20.2	1.2333	21.7535	-0.0028	-0.0063	-0.0181
O	28.6564	-9.8939	20.6877	-0.0015	0.0024	-0.003
O	27.6612	4.9099	24.0245	0.0057	-0.0051	-0.0187
H	-0.8398	1.9132	34.337	0.3149	0.2479	-0.2641
H	0.8148	3.5457	34.337	-0.2765	-0.3116	-0.2608
H	1.8777	-0.8215	34.3297	0.3365	0.3317	-0.2619
H	3.5181	0.8251	34.3297	-0.2476	-0.2863	-0.2777
H	0.8195	9.007	34.3173	-0.3371	-0.333	-0.2662
H	-0.8115	7.3509	34.3173	0.2637	0.2815	-0.2786
H	1.9012	4.6261	34.3164	0.3037	0.2761	-0.2746
H	3.5564	6.258	34.3164	-0.3165	-0.3284	-0.2674
H	4.6161	1.9203	34.3236	0.2753	0.2596	-0.2805
H	6.271	3.5524	34.3236	-0.3175	-0.3339	-0.2673
H	8.9622	0.8237	34.3079	-0.2467	-0.3221	-0.2656
H	7.3203	-0.821	34.3079	0.3475	0.2552	-0.2727
H	4.6178	7.3269	34.3249	0.3214	0.3146	-0.2741
H	6.2398	8.9919	34.3249	-0.3009	-0.3036	-0.2565
H	8.9855	6.255	34.3327	-0.2682	-0.2762	-0.2762
H	7.3378	4.6156	34.3327	0.3176	0.331	-0.2649
H	2.1929	4.913	5.9877	-0.3727	-0.3013	0.2226
H	0.5446	3.2741	5.9877	0.2691	0.2242	0.2787
H	3.2496	0.5506	5.9854	0.263	0.3069	0.2557
H	4.8952	2.1919	5.9854	-0.3493	-0.2609	0.2429
H	0.5238	8.7061	6.02	0.2656	0.3865	0.2586
H	2.1661	10.3508	6.02	-0.259	-0.2988	0.2852
H	3.2611	5.9661	6.0138	0.3694	0.2745	0.2705
H	4.8989	7.6153	6.0138	-0.2283	-0.3331	0.2953
H	7.6239	4.8998	6.0207	-0.2699	-0.2736	0.2924
H	5.9775	3.259	6.0207	0.3044	0.3071	0.2622
H	10.3185	2.175	5.987	-0.3453	-0.1441	0.2772
H	8.6785	0.5284	5.987	0.2941	0.3493	0.2489
H	7.6113	10.3476	5.9806	-0.323	-0.3051	0.2536
H	5.9637	8.7083	5.9806	0.2015	0.383	0.2392
H	8.7171	5.9875	5.9853	0.3156	0.2333	0.2594
H	10.3568	7.6349	5.9853	-0.299	-0.3594	0.2383

Results
free energy: -118878.832 eV
free energy less fixed offsets of H -15.71, O -570.45, Si -639.56 eV per atom: -3.632 eV

The program warned: the cutoff lies below the one the program advises for these potential files; the forces do not sum to zero within the program's tolerance; empty levels may hold ghost states of the PAW files; the exchange-correlation potential is rough where the density is thin.
